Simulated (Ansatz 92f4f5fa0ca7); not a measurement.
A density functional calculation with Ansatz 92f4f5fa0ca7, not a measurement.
Periodic cell of 215 atoms, Si132O82As1, from a study of silicon, its oxide and their interface. The atomic structure is a simulated model.
Doubt: the cutoff is far below the 930 eV that the study's wrapper takes by default for these files, so forces and energies are approximate.
This geometry differs little from another in the collection (a relaxation step or a small displacement).

Settings
functional: PBE
potential files: Ansatz PAW
basis: plane waves
wave-function cutoff: 580 eV
density cutoff ratio: 5
exchange-correlation grid ratio: 1
k mesh: 1 x 1 x 1, Gamma-centred
self-consistency stop: 5e-08 eV per atom in the density residual
occupations: fixed
spin: none
net charge: +1 e, with a uniform compensating background and no finite-size correction

Cell vectors (angstrom)
a	10.938	0	0
b	0	10.938	0
c	0	0	31.5432

Atoms and the computed forces on them: element, x, y, z (angstrom), force x, y, z (eV/angstrom)
Si	10.3769	0.5602	24.3148	-0.0957	0.0172	-0.038
Si	6.0505	10.5044	24.1319	-0.0266	-0.0005	0.1085
Si	2.1587	3.3133	24.0499	-0.0666	0.1195	-0.0376
Si	8.6755	2.2755	24.292	0.0576	0.0552	0.0808
Si	0.486	5.0839	24.1549	-0.0608	-0.1004	0.1042
Si	5.0593	5.9015	24.1749	0.004	0.0515	0.0124
Si	3.3994	7.6505	24.1374	-0.0335	-0.0003	0.1008
Si	7.8295	8.8302	23.98	-0.0399	0.0141	0.0012
As	1.3481	1.4777	25.459	-0.1083	0.1143	-0.0395
Si	6.915	1.2908	25.4999	0.0384	-0.011	-0.0453
Si	4.0503	4.1101	25.3273	-0.027	-0.0319	0.0478
Si	9.6593	4.1004	25.4216	0.0492	-0.0046	-0.0837
Si	1.5102	6.8233	25.3655	0.0036	-0.0075	-0.039
Si	6.8894	6.9623	25.2387	0.0173	-0.0419	0.04
Si	4.2294	9.5338	25.3199	0.0319	-0.0171	0.0148
Si	9.5246	9.6283	25.441	0.0197	0.0009	0.0359
Si	2.8136	-0.0304	26.7026	0.0818	-0.1327	0.0816
Si	8.217	-0.0346	26.951	0.0188	0.0332	-0.1916
Si	-0.0233	2.7942	26.9626	-0.0141	0.0274	-0.1105
Si	5.4557	2.7336	26.6632	0.0406	-0.0058	0.0496
Si	2.7606	5.4385	26.8381	-0.0161	0.0007	-0.1293
Si	8.217	5.5328	26.6268	-0.0029	-0.0154	0.0724
Si	0.042	8.2055	26.6476	0.0087	-0.0551	0.05
Si	5.5425	8.2035	26.8039	-0.0155	0.0097	-0.1403
Si	4.1224	1.3884	28.0953	-0.0289	-0.03	-0.0365
Si	9.5779	1.3482	28.2442	0.0891	-0.0021	0.1644
Si	1.4045	4.127	28.2374	0.0443	-0.0599	0.1541
Si	6.8363	4.1354	28.0296	0.0003	0.0441	-0.0753
Si	4.1498	6.8254	28.1404	0.1024	-0.0563	0.0877
Si	9.596	6.8493	28.0576	-0.0221	0.008	-0.0402
Si	1.3679	9.5734	28.0721	0.0723	0.0435	-0.0801
Si	6.8419	9.5397	28.2324	-0.0048	-0.1034	0.1953
Si	0.0479	-0.0238	29.5472	-0.041	0.0296	-0.006
Si	5.4477	0.0037	29.5066	0.0074	0.0443	-0.0369
Si	2.7672	2.7096	29.5455	-0.023	0.0303	-0.0385
Si	8.1707	2.7755	29.4797	0.0058	0.0058	-0.0117
Si	-0.0184	5.5036	29.5039	-0.0293	0.0047	-0.0342
Si	5.5071	5.4524	29.505	-0.0246	0.0154	-0.0028
Si	2.7584	8.2117	29.4558	-0.0787	0.0166	0.011
Si	8.2494	8.1632	29.5323	-0.0095	0.0178	-0.0268
Si	1.3962	1.3511	30.9215	-0.0084	0.0188	-0.0101
Si	6.8158	1.386	30.846	0.017	-0.0513	0.0062
Si	4.1331	4.0932	30.8934	-0.0095	0.001	0.0024
Si	9.5498	4.12	30.8495	0.0251	-0.0123	0.0112
Si	1.3699	6.8649	30.8374	0.0484	-0.0369	0.0012
Si	6.8675	6.8038	30.8998	0.0018	0.0047	-0.0037
Si	4.0866	9.5758	30.8595	0.0379	-0.0177	-0.0004
Si	9.599	9.5441	30.9047	-0.011	0.0061	-0.0005
Si	2.7511	-0.0334	0.7363	-0.0282	0.0155	-0.003
Si	8.1775	0.0007	0.6683	0.0102	0.014	0.0008
Si	-0.0299	2.7485	0.6798	-0.0001	-0.0115	0.002
Si	5.4797	2.7097	0.7232	-0.0147	0.0325	-0.0063
Si	2.7146	5.4805	0.669	0.0062	0.005	0.0054
Si	8.2187	5.4327	0.7388	-0.0189	0.0141	-0.0098
Si	0.0344	8.1772	0.7265	-0.0299	0.0174	-0.0091
Si	5.4678	8.2097	0.6738	-0.0061	-0.0174	0.0071
Si	4.1183	1.3352	2.0883	0.0164	-0.0087	0.018
Si	9.5251	1.3755	2.0347	0.0149	-0.0265	0.0314
Si	1.3244	4.1304	2.0503	0.0181	-0.0139	0.0055
Si	6.8515	4.0527	2.0942	-0.0022	-0.0076	0.0324
Si	4.0773	6.8568	2.0309	0.0149	-0.0138	0.0295
Si	9.6052	6.7972	2.0818	0.0036	-0.0012	0.0133
Si	1.3817	9.5443	2.1001	0.0255	-0.0142	0.0257
Si	6.8261	9.568	2.0657	-0.005	0.0123	-0.0047
Si	-0.0502	-0.0125	3.3619	-0.0811	0.0203	-0.1695
Si	5.472	-0.0259	3.5044	-0.0016	-0.009	0.041
Si	2.6928	2.7238	3.3562	-0.0474	-0.0022	-0.2001
Si	8.1907	2.6808	3.5164	0.0058	-0.0264	0.0267
Si	-0.0126	5.4547	3.5338	-0.0065	0.0027	0.0535
Si	5.4484	5.4675	3.3477	-0.0183	0.0487	-0.2106
Si	2.7475	8.1859	3.5038	0.013	-0.0041	0.0245
Si	8.2236	8.1799	3.3875	0.026	0.0164	-0.1101
Si	1.2858	1.3692	4.6713	0.0166	-0.0193	0.1257
Si	6.842	1.2914	4.937	0.0113	0.0106	-0.0682
Si	4.0558	4.1139	4.645	0.0228	0.0078	0.1507
Si	9.5354	4.0536	4.9146	0.0036	0.013	-0.0562
Si	1.3607	6.8589	4.9147	-0.012	0.0038	-0.0572
Si	6.836	6.799	4.6844	-0.0056	-0.0086	0.1213
Si	4.1094	9.554	4.9112	-0.0094	0.0001	-0.0651
Si	9.5688	9.5607	4.7521	0.0086	0.0005	0.0736
Si	2.611	0.0365	6.0981	0.0044	0.0341	0.0493
Si	8.2281	-0.1441	6.282	-0.0062	0.0038	0.0049
Si	-0.0197	2.6407	6.2088	-0.0175	0.0008	0.002
Si	5.3732	2.7623	6.0692	-0.0294	-0.0003	0.0437
Si	2.7526	5.4196	6.1529	-0.0055	0.0107	-0.0032
Si	8.0926	5.4326	6.1826	-0.0043	0.0198	0.0311
Si	-0.0049	8.2917	6.2375	-0.014	0.0006	0.028
Si	5.5695	8.1427	6.1645	-0.0008	-0.0048	0.0079
Si	3.4688	1.9349	7.1791	0.0204	-0.0217	-0.0549
Si	10.0222	0.8217	7.48	0.022	-0.0229	-0.0049
Si	1.7669	3.6497	7.3594	0.0168	-0.0106	-0.0021
Si	6.2087	4.5157	7.3848	0.0048	0.0044	-0.0497
Si	4.6401	6.3006	7.2638	0.0209	-0.0116	-0.0113
Si	9.1641	7.1814	7.3317	-0.0049	0.0125	-0.0375
Si	0.8937	10.1504	7.5246	-0.0165	-0.0016	-0.057
Si	7.412	8.8782	7.5027	0.0279	-0.0183	-0.0251
O	4.5807	6.5941	8.8879	-0.0193	0.0169	0.0173
O	1.3829	3.9674	8.9437	-0.0136	0.0217	0.0145
O	9.752	6.5391	8.7413	0.0144	-0.0163	0.0429
O	1.3086	10.0983	9.1463	0.0296	-0.0065	0.0581
O	6.0759	4.206	9.0172	0.0017	-0.0243	0.0524
O	3.7108	1.5909	8.7585	0.0239	-0.0154	0.0726
O	7.1467	8.9549	9.1477	-0.0159	0.0232	0.0406
O	9.6555	1.0649	9.078	-0.0255	0.0167	0.021
O	8.2365	2.5689	22.7393	-0.0255	-0.0192	-0.0491
O	10.9669	5.5481	22.6403	0.0198	0.0595	-0.1188
O	5.641	0.0971	22.6323	-0.0297	0.0376	-0.0695
O	5.3023	5.3983	22.6234	0.0128	-0.0216	-0.0529
O	2.1211	2.7914	22.4881	0.0339	-0.0674	-0.0012
O	3.3294	7.858	22.4954	-0.0147	0.0212	-0.0699
O	8.3747	8.7512	22.4081	0.0462	-0.008	-0.0488
O	-0.1153	11.2496	22.7668	0.0322	-0.0063	0.0465
Si	2.161	2.9725	12.8856	-0.0099	-0.0011	-0.0048
Si	8.6872	1.3008	10.3662	-0.0023	-0.0048	0.0031
Si	1.0614	4.499	15.3398	-0.0011	-0.007	-0.027
Si	7.5442	5.5711	12.1946	-0.0062	-0.0007	0.0002
Si	2.413	8.1807	21.189	0.0011	-0.0399	0.0066
Si	5.4149	7.7783	12.4669	0.0061	0.0011	-0.003
Si	9.2693	0.4497	15.4962	0.0054	0.0116	-0.0306
Si	2.9117	-0.038	16.6455	0.0068	0.0031	-0.0482
Si	10.4795	1.1529	12.6038	-0.0013	-0.0039	0.0112
Si	7.76	2.8453	21.213	0.0042	-0.0122	0.0061
Si	9.1379	8.7819	14.4599	0.0074	-0.0101	-0.0161
Si	1.4727	4.774	10.3608	-0.0055	-0.0059	0.01
Si	4.4781	9.4904	19.1188	0.0013	0.0207	-0.0555
Si	11.0634	6.1005	21.0996	-0.035	0.0093	0.042
Si	6.6215	10.4456	14.8413	-0.0019	0.0012	-0.0129
Si	5.3849	0.7397	21.1634	0.0233	0.0047	-0.0206
Si	2.3509	9.7957	10.3818	-0.0134	0.0236	0.0079
Si	0.4384	10.6379	21.373	0.0068	-0.0154	-0.0158
Si	5.8516	5.2677	21.1032	0.0326	-0.0142	-0.0085
Si	3.6428	7.0778	10.1053	0.0053	-0.009	0.017
Si	9.04	5.681	14.8335	-0.0076	0.0009	-0.0209
Si	3.653	4.0945	19.0792	0.0086	-0.0017	-0.0414
Si	10.0271	3.6617	19.303	-0.0102	0.0061	-0.0418
Si	4.2601	8.6676	15.3525	-0.0004	0.0029	-0.0332
Si	0.4552	1.9182	17.1487	-0.0039	0.0055	-0.0491
Si	6.7935	7.5441	19.2339	-0.0042	-0.0023	-0.0498
Si	5.2515	3.6228	16.736	0.0018	-0.0047	-0.0382
Si	7.7768	5.0165	17.5157	0.0095	0.0032	-0.0383
Si	6.6689	9.9155	10.3812	-0.005	-0.0005	0.0006
Si	4.3843	1.0391	10.1043	-0.0195	0.0179	-0.0036
Si	-0.0259	9.0844	11.9033	0.004	-0.0039	0.0118
Si	9.0948	8.6446	20.9275	0.0401	-0.0889	0.0002
Si	4.5596	1.6668	14.5725	-0.0108	0.0015	-0.013
Si	2.4446	2.0901	21.0328	-0.0051	0.0177	-0.0107
Si	6.3332	3.3276	10.3693	0.0001	0.0117	-0.0002
Si	3.4222	5.9203	16.7182	0.0013	-0.0008	-0.0386
Si	9.8815	6.5326	10.3589	-0.0054	-0.0074	-0.0032
O	0.1252	2.6292	18.5833	0.0113	-0.0087	0.0259
O	2.9271	9.6318	15.577	0.0005	-0.0041	0.0082
O	10.8508	4.8076	20.1384	-0.0017	-0.0131	0.0205
O	7.5817	2.394	9.928	0.0027	0.0068	-0.005
O	10.9284	5.3416	10.8076	-0.0004	-0.0017	-0.0148
O	6.5924	6.7226	12.8606	-0.0021	0.0038	-0.0072
O	10.3194	8.0562	10.785	0.0059	0.0164	-0.0076
O	7.6723	9.453	13.9973	-0.0036	0.0045	-0.0009
O	8.4128	6.2047	10.9728	-0.0131	-0.0065	-0.0039
O	5.3408	10.4937	20.0676	-0.0167	-0.0186	0.0165
O	2.1736	3.7385	11.4288	0.0038	-0.01	0.0025
O	7.973	8.5628	19.7478	-0.0046	-0.0043	0.028
O	6.2048	6.7487	20.5412	0.0021	0.0082	0.0199
O	5.5146	2.7104	15.4132	-0.0028	0.0023	0.0107
O	1.3068	0.9324	20.6932	-0.0076	0.0013	0.0302
O	6.0557	9.0442	11.6249	-0.0137	-0.009	-0.0045
O	4.6031	4.9816	16.1035	0.0005	0.0027	0.017
O	6.5823	3.9169	17.6392	-0.0085	-0.0052	0.025
O	10.543	10.665	11.8079	-0.0076	0.0077	-0.0109
O	5.5849	0.4961	13.9869	0.0001	0.0019	0.0012
O	8.007	5.0946	15.9234	0.0032	-0.0003	0.0064
O	9.7345	9.8111	15.5904	-0.0004	-0.0002	0.0152
O	-0.4065	5.1352	15.1315	0.0027	0.0017	0.008
O	1.5671	6.8285	20.8076	0.0173	0.0103	0.0129
O	1.5003	0.6364	17.1753	0.0004	-0.0012	0.0192
O	6.5895	1.7822	20.8049	-0.0194	-0.0201	0.0166
O	1.0233	1.7907	12.833	-0.002	-0.0003	-0.0058
O	3.2341	5.5029	18.3169	-0.0006	0.0017	0.025
O	9.5352	2.0068	11.582	0.006	0.0029	-0.0079
O	1.0242	3.101	16.183	-0.0034	0.0009	0.0181
O	8.5825	5.1316	13.3717	0.0067	0.0035	0.0136
O	10.2896	8.5824	13.3162	-0.0148	0.0024	0.0123
O	1.4425	9.3976	21.6708	-0.0072	0.0166	0.0127
O	10.0674	9.959	20.6248	-0.0054	0.0043	0.0294
O	3.1829	0.2008	10.8724	-0.0029	-0.0012	-0.0106
O	5.0753	2.3517	10.8221	-0.0012	-0.0022	-0.0135
O	1.7404	4.1542	13.9126	-0.0051	0.0096	0.0123
O	7.9264	10.8571	10.8541	-0.0054	0.0048	-0.0177
O	9.1262	4.4682	18.2222	-0.011	0.0072	0.0154
O	5.6386	9.4963	15.7657	0.0002	-0.0003	0.0176
O	5.5387	-0.042	9.7451	0.0124	-0.0036	-0.0194
O	3.6025	2.3162	13.3905	0.0089	-0.0049	0.0033
O	1.9673	5.6533	16.0434	0.0016	0.0038	0.0143
O	9.7248	1.0366	14.0392	-0.0072	-0.0015	0.0174
O	4.3902	6.9351	11.5302	0.0091	0.0031	-0.0021
O	4.7449	4.5008	20.2114	-0.021	-0.008	0.014
O	9.952	1.3444	16.6484	-0.0008	-0.0022	0.0229
O	6.6708	4.3053	11.636	0.0054	0.0123	-0.0046
O	5.5834	8.4161	18.5688	-0.0042	0.0092	0.026
O	9.0733	2.7344	20.2605	0.0249	0.0037	0.0114
O	3.6001	1.1372	15.7731	0.0015	-0.0024	0.0133
O	4.2103	3.077	17.9052	0.0043	0.009	0.019
O	9.9171	7.2338	20.8855	-0.025	0.0624	0.0275
O	3.3558	8.6539	9.8041	0.0022	-0.0028	-0.0169
O	3.9363	7.4261	16.3699	-0.0036	-0.0008	0.0181
O	7.6353	0.4815	15.6953	-0.0018	-0.0021	0.0132
O	8.9286	7.2935	15.0382	-0.0019	-0.0032	0.0094
O	3.9263	1.4515	21.1746	0.0364	-0.0098	0.0279
O	1.6012	9.1233	11.6863	-0.011	-0.0038	-0.0035
O	2.323	6.1459	10.1534	0.0011	0.0024	-0.0135
O	7.3538	6.4664	18.1458	0.0002	-0.0025	0.0218
O	7.2181	4.3777	21.1004	-0.0185	0.0185	0.026
O	4.5493	8.233	13.791	-0.0101	0.0045	0.0156
O	3.3272	8.6608	19.9424	0.0215	0.0109	0.0049
O	2.4903	3.2546	19.8824	0.0017	0.0009	0.0316
O	3.7384	10.3763	17.9654	0.0031	-0.0159	0.033

Results
free energy: -135411.331 eV
free energy less fixed offsets of As -4856.12, O -568.88, Si -635.61 eV per atom: -6.531 eV

The program warned: the cutoff lies below the one the program advises for these potential files; the exchange-correlation potential is rough where the density is thin.
